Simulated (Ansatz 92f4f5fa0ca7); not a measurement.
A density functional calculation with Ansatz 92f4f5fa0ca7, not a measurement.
Periodic cell of 243 atoms, Si148O89H6, from a study of silicon, its oxide and their interface. The atomic structure is a simulated model.
Doubt: the cutoff is far below the 930 eV that the study's wrapper takes by default for these files, so forces and energies are approximate.
This geometry differs little from another in the collection (a relaxation step or a small displacement).

Settings
functional: PBE
potential files: Ansatz PAW
basis: plane waves
wave-function cutoff: 580 eV
density cutoff ratio: 5
exchange-correlation grid ratio: 1
k mesh: 1 x 1 x 1, Gamma-centred
self-consistency stop: 5e-08 eV per atom in the density residual
occupations: fixed
spin: none
net charge: 0

Cell vectors (angstrom)
a, 11.6015, 0, 0
b, 0, 10.938, 0
c, 0, 0, 33.1006

Atoms and the computed forces on them: element, x, y, z (angstrom), force x, y, z (eV/angstrom)
Si, -0.0908, 0.0264, 24.6902, -0.01, -0.0198, 0.0132
Si, 3.7941, 0.1571, 24.2777, -0.0183, -0.0051, 0.0048
Si, 7.8194, -0.0599, 24.4719, -0.0007, 0.0176, 0.013
Si, 1.7203, 1.4523, 24.2337, -0.0008, -0.0071, 0.0015
Si, 5.8434, 1.3318, 24.2983, 0, -0.0193, 0.0135
Si, 9.6083, 1.3602, 24.8977, -0.012, 0.0395, 0.0098
Si, 0.2573, 5.6524, 24.3688, -0.0064, 0.0058, 0.0069
Si, 3.988, 5.5111, 24.3814, -0.0068, -0.0114, -0.0057
Si, 8.0168, 5.4296, 24.414, 0.0027, 0.0058, 0.0041
Si, 2.1629, 7.0196, 24.3335, -0.0005, -0.0169, 0.0202
Si, 5.9991, 6.7229, 24.3252, 0.014, 0.0032, -0.0038
Si, 9.8359, 6.8879, 24.4674, 0.0096, 0.0066, -0.004
Si, 1.9545, 2.76, 26.2441, 0.0079, 0.0057, -0.0088
Si, 5.8657, 2.7019, 26.2782, 0.0094, 0.0092, -0.0073
Si, 9.7371, 2.9028, 26.5743, 0.009, -0.0072, -0.0171
Si, 0.0968, 4.2145, 26.3137, -0.0159, -0.0063, -0.0189
Si, 3.9221, 4.0893, 26.2841, -0.0101, -0.0055, -0.016
Si, 7.7655, 4.1297, 26.375, -0.0092, -0.0039, -0.018
Si, 2.0551, 8.278, 26.334, 0.0003, 0.0039, -0.0073
Si, 5.8342, 8.1558, 26.2615, 0.0156, 0.0055, -0.0043
Si, 9.7572, 8.2075, 26.423, 0.014, -0.0007, -0.0207
Si, 0.0891, 9.5475, 26.5088, 0.0003, 0.0026, -0.0202
Si, 3.9409, 9.6728, 26.2533, 0.0027, -0.0003, -0.0169
Si, 7.7626, 9.4883, 26.3643, -0.02, -0.0099, -0.0097
Si, 0.0704, 0.0461, 28.3405, -0.0011, 0.0074, -0.0017
Si, 3.9241, 0.0137, 28.2478, -0.0011, 0.0059, 0.006
Si, 7.764, -0.0022, 28.2545, -0.0027, 0.0098, 0.0024
Si, 1.995, 1.4012, 28.2245, -0.0002, -0.0067, 0.0003
Si, 5.8434, 1.3816, 28.2523, 0.0064, -0.008, -0.0001
Si, 9.713, 1.3513, 28.3329, 0.0062, 0.0049, 0.0006
Si, 0.058, 5.5105, 28.2791, 0.0055, 0.0038, 0.0035
Si, 3.894, 5.4345, 28.2486, 0.0053, 0.007, 0.0047
Si, 7.7161, 5.5059, 28.2824, 0.0018, 0.0027, 0.0023
Si, 2.0032, 6.8506, 28.2461, -0.006, -0.0041, -0.0015
Si, 5.7809, 6.8548, 28.2503, -0.0092, -0.005, 0.0041
Si, 9.6879, 6.8086, 28.3008, -0.0077, -0.0023, 0.009
Si, 1.9336, 2.7345, 30.2014, 0.1182, 0.0688, -0.1456
Si, 5.8008, 2.7345, 30.2014, 0.0657, 0.0163, -0.0604
Si, 9.6679, 2.7345, 30.2014, -0.0287, 0.0685, 0.3694
Si, 0, 4.1018, 30.2014, 0.1128, 0.0216, -0.1199
Si, 3.8672, 4.1018, 30.2014, -0.0043, -0.0544, 0.0074
Si, 7.7343, 4.1018, 30.2014, -0.0783, 0.0383, -0.031
Si, 1.9336, 8.2035, 30.2014, 0.1149, 0.0559, -0.1036
Si, 5.8008, 8.2035, 30.2014, -0.0816, 0.0595, -0.0915
Si, 9.6679, 8.2035, 30.2014, -0.0045, 0.0482, 0.0611
Si, 0, 9.5708, 30.2014, 0.0987, -0.0197, 0.2884
Si, 3.8672, 9.5708, 30.2014, 0.0333, 0.0693, -0.0857
Si, 7.7343, 9.5708, 30.2014, 0.0151, -0.0241, -0.0535
Si, 0, 0, 32.135, -0.005, -0.0353, 0.0501
Si, 3.8672, 0, 32.135, -0.0068, 0.0938, -0.0308
Si, 7.7343, 0, 32.135, -0.0092, 0.1112, 0.0237
Si, 1.9336, 1.3673, 32.135, -0.0042, -0.1026, -0.0219
Si, 5.8008, 1.3673, 32.135, -0.013, -0.0051, -0.0439
Si, 9.6679, 1.3673, 32.135, 0.0066, 0.0237, 0.0876
Si, 0, 5.469, 32.135, -0.0131, 0.0297, -0.003
Si, 3.8672, 5.469, 32.135, 0.0207, 0.0436, -0.0354
Si, 7.7343, 5.469, 32.135, 0.0086, 0.0205, -0.0183
Si, 1.9336, 6.8362, 32.135, 0.0051, -0.0884, -0.0044
Si, 5.8008, 6.8362, 32.135, -0.0051, -0.05, -0.0139
Si, 9.6679, 6.8362, 32.135, 0.0035, -0.0243, 0.0395
Si, 1.9336, 2.7345, 0.9679, -0.024, 0.0181, -0.0304
Si, 5.8008, 2.7345, 0.9679, 0.0076, -0.0437, -0.1932
Si, 9.6679, 2.7345, 0.9679, -0.0661, -0.1105, 0.1868
Si, 0, 4.1018, 0.9679, -0.0211, -0.1051, -0.0967
Si, 3.8672, 4.1018, 0.9679, -0.0733, -0.035, -0.0049
Si, 7.7343, 4.1018, 0.9679, 0.0193, -0.0624, -0.0713
Si, 1.9336, 8.2035, 0.9679, -0.0815, 0.0277, 0.0572
Si, 5.8008, 8.2035, 0.9679, -0.0105, 0.0262, 0.0021
Si, 9.6679, 8.2035, 0.9679, -0.0159, -0.018, 0.0634
Si, 0, 9.5708, 0.9679, -0.0552, -0.004, -0.0126
Si, 3.8672, 9.5708, 0.9679, -0.0556, -0.0523, 0.0736
Si, 7.7343, 9.5708, 0.9679, 0.0058, -0.0407, 0.2293
Si, -0.0378, -0.0089, 2.901, 0.0006, 0.0056, -0.0037
Si, 3.8217, -0.0074, 2.9161, -0.0017, 0.0091, -0.0057
Si, 7.7042, -0.0309, 2.9561, 0.0011, 0.0057, -0.0078
Si, 1.884, 1.3582, 2.8967, 0.0079, -0.0068, -0.0012
Si, 5.7692, 1.3306, 2.8556, 0.0011, -0.0051, -0.0038
Si, 9.6295, 1.3589, 2.9325, -0.0077, -0.0049, -0.006
Si, -0.0455, 5.4516, 2.8891, -0.0113, 0.006, -0.0044
Si, 3.8198, 5.4849, 2.8865, -0.0095, 0.0074, -0.0003
Si, 7.7021, 5.4555, 2.8928, -0.0039, 0.0072, -0.0022
Si, 1.8779, 6.8276, 2.9057, 0.0046, -0.0074, -0.0057
Si, 5.7713, 6.8168, 2.8879, 0.0007, -0.0097, -0.0121
Si, 9.6368, 6.8168, 2.9014, 0.0114, 0.0027, 0.0107
Si, 1.8561, 2.7271, 4.8274, -0.0164, -0.0039, 0.0157
Si, 5.7087, 2.7335, 4.7245, -0.0218, 0.0088, 0.0019
Si, 9.5748, 2.6992, 4.8982, -0.0007, -0.0016, 0.0055
Si, -0.0903, 4.1175, 4.8378, 0.0009, 0.0021, 0.018
Si, 3.7765, 4.0863, 4.7832, 0.0221, -0.0013, 0.0158
Si, 7.671, 4.0931, 4.8169, 0.0011, -0.0029, 0.01
Si, 1.8784, 8.1691, 4.8601, 0.031, 0.0081, 0.0163
Si, 5.7435, 8.1327, 4.8398, -0.002, 0.0065, 0.0116
Si, 9.6629, 8.1842, 4.8367, -0.0233, 0.0033, 0.002
Si, -0.0374, 9.5863, 4.8427, -0.0009, 0.0001, 0.0157
Si, 3.8244, 9.5002, 4.8202, -0.0131, -0.0119, 0.0043
Si, 7.7069, 9.4767, 4.8949, 0.0433, -0.0073, 0.0243
Si, -0.1142, 0.0617, 6.7575, 0.0042, -0.0036, -0.0028
Si, 3.741, -0.1762, 6.8141, 0.0007, 0.017, -0.0077
Si, 7.5413, -0.1455, 6.8733, -0.01, 0.0129, -0.0318
Si, 1.8871, 1.2887, 6.7271, -0.0007, -0.0025, -0.0167
Si, 5.6964, 1.1961, 6.5071, 0.0167, -0.0208, -0.0077
Si, 9.517, 1.3807, 6.9311, -0.0234, -0.0312, -0.0237
Si, -0.1084, 5.558, 6.7622, -0.0019, 0.0092, -0.0178
Si, 3.7647, 5.331, 6.7901, -0.0124, 0.0256, -0.0226
Si, 7.6681, 5.5169, 6.7115, 0.018, -0.0053, 0.0035
Si, 1.9002, 6.8139, 6.8413, 0.0024, -0.0183, -0.0189
Si, 5.6813, 6.728, 6.7488, -0.0079, 0.0069, 0.011
Si, 9.5693, 6.9663, 6.8632, 0.0028, -0.0131, -0.0212
H, 7.6203, 4.5806, 7.8642, -0.0025, 0.0068, -0.0068
H, 5.698, 7.6127, 7.9556, 0.0013, -0.0087, -0.0093
H, 11.6088, 10.0913, 7.9349, -0.0006, 0.0018, -0.0008
O, 6.0862, 2.1934, 7.7832, 0.0008, 0.01, 0.0048
O, 1.9508, 7.7789, 8.2175, 0.0076, 0.0202, 0.0184
O, 9.491, 8.0846, 8.1391, 0.0029, 0.0195, 0.0328
O, 11.4871, 4.405, 7.9708, -0.0057, -0.0157, 0.008
O, 6.9073, 10.0517, 8.2923, -0.0058, -0.0086, 0.0308
O, 3.7042, 9.8028, 8.2121, -0.0077, -0.023, 0.0167
O, 2.0104, 2.1843, 8.1272, 0.0117, 0.0086, 0.0028
O, 3.7496, 4.2482, 8.0652, -0.0043, -0.026, 0.0159
O, 9.5927, 2.4735, 8.2147, 0.0085, 0.0295, 0.02
H, 3.8386, 4.646, 23.165, -0.0015, 0.0079, 0.0052
H, 3.8813, 10.164, 23.1099, 0.0025, 0.0022, -0.0014
H, 5.9863, 7.6224, 23.1223, -0.0013, -0.0008, 0.0023
O, 2.2526, 7.9027, 22.9042, 0.0027, 0.0211, -0.0427
O, 9.6633, 7.8145, 23.0908, -0.0055, 0.0028, 0.0021
O, 11.1439, 10.0144, 23.3709, -0.0068, -0.0125, -0.0196
O, 8.4461, 4.5163, 23.0739, 0.0024, -0.017, -0.0132
O, 9.5909, 2.1292, 23.4385, 0.019, 0.0026, -0.0033
O, 8.4184, 10.1623, 23.0536, 0.018, -0.023, -0.0329
O, 5.8851, 2.3594, 22.987, 0.0106, 0.0121, -0.0284
O, 1.2069, 2.307, 22.869, -0.0045, 0.0214, -0.0186
O, 12.1724, 4.8586, 22.9362, 0.0008, -0.0042, -0.0106
Si, 10.3964, 3.6961, 8.9522, 0.0031, -0.0003, -0.0137
Si, 7.9475, 4.559, 13.1629, 0.0029, -0.0008, 0.0074
Si, 6.1876, 4.7481, 10.9077, 0.0058, 0.0047, 0.0026
Si, 1.5156, 11.3385, 15.6006, 0.0036, 0.0009, -0.0049
Si, 6.359, 8.902, 15.4909, 0, 0.0019, -0.0041
Si, 0.6503, 9.337, 11.1356, 0.0092, 0.0041, -0.0013
Si, 6.8487, -1.4815, 18.3911, 0.0013, 0.0006, -0.0057
Si, -0.8733, 3.5337, 16.967, 0.001, -0.0033, -0.0022
Si, 4.3865, 7.5178, 19.1966, -0.0052, -0.0008, -0.0052
Si, 6.3787, 2.8344, 21.5107, 0.0102, -0.001, 0.0073
Si, 1.2703, 2.7601, 19.2237, -0.003, 0.003, 0.0002
Si, 9.125, 3.2111, 22.352, 0.0019, -0.003, -0.0027
Si, 9.6408, 8.599, 9.6946, -0.0086, 0.0048, -0.0193
Si, 3.749, 9.3955, 14.6309, -0.0059, -0.0006, -0.0039
Si, 10.0654, 2.7369, 14.2308, 0.0013, -0.0014, 0.0029
Si, 16.8223, 0.9328, 19.2351, -0.0075, 0.0059, -0.0039
Si, 1.21, 6.4844, 12.4354, 0.0038, 0.0013, 0.0053
Si, 0.4814, 14.4634, 22.0132, -0.0004, -0.0065, 0.0079
Si, 2.1256, 8.3478, 21.3416, -0.002, -0.006, 0.0177
Si, 3.4221, 2.3758, 17.2614, 0.0009, -0.0025, -0.0046
Si, 12.4012, 9.3381, 17.6324, -0.0006, 0.0011, -0.0035
Si, 5.7698, 8.9471, 12.5731, 0.0023, 0.0008, -0.0029
Si, 2.6631, 7.3064, 16.5173, -0.0004, 0.0018, -0.0063
Si, -2.774, 5.8158, 10.6782, 0.0015, 0.0037, -0.0045
Si, 3.452, 15.5829, 15.3417, 0.003, 0.0007, -0.0029
Si, 0.6548, 4.7465, 14.6655, 0.0017, -0.0003, -0.0027
Si, 7.8952, 4.9192, 17.6561, -0.0014, -0.0051, -0.0049
Si, 6.2723, 16.7259, 15.2342, -0.0021, -0.0019, -0.0014
Si, 0.2805, 12.0804, 12.8599, 0.0057, 0.0003, 0.004
Si, 0.9037, 3.6053, 11.0841, -0.0014, -0.001, 0.0025
Si, 5.8497, 2.1503, 9.3789, -0.0003, -0.0079, -0.003
Si, 13.9586, -0.1321, 19.8246, -0.0046, 0.0005, -0.0062
Si, 6.3513, 5.3492, 20.0688, -0.0029, -0.0019, -0.0026
Si, 4.161, 6.7985, 11.3291, -0.0005, 0.0065, 0.0041
Si, 7.0986, 10.3278, 9.9248, -0.0016, -0.0088, -0.0168
Si, 14.6735, 3.0744, 8.9842, 0.0041, -0.0052, -0.0045
Si, 2.9075, 8.7235, 9.1599, -0.0029, 0.0042, -0.0095
Si, 8.4359, 7.2384, 19.369, 0, 0.0024, -0.0066
Si, 9.8185, 9.3839, 22.6606, -0.0041, 0.0045, 0.0173
Si, -0.6587, 8.3591, 20.0946, 0.0068, 0.0091, -0.0063
O, -1.0903, 3.4383, 21.5315, -0.0088, -0.0026, 0.0016
O, 7.4189, 6.5394, 20.4554, 0.0021, 0.0041, -0.0018
O, 3.919, 7.7426, 10.0085, 0.0071, -0.009, 0.0037
O, 3.9599, 11.0633, 19.8793, 0.0064, 0.0046, -0.0005
O, 0.432, 10.6289, 12.1236, -0.0001, 0.0084, -0.0017
O, 5.5872, -2.3645, 18.9229, 0.0018, 0.001, 0.0038
O, 0.7403, 7.7542, 20.695, -0.01, 0.0005, -0.005
O, 12.058, 10.4593, 16.4877, 0.0024, -0.0005, 0.0009
O, 5.6232, 12.9669, 20.342, -0.001, -0.0053, -0.0027
O, 2.0013, 9.9855, 21.1973, 0.0014, 0.0011, -0.0034
O, 2.6808, 16.6395, 16.3212, 0.0016, 0.0011, 0.0004
O, 10.1784, 9.4263, 21.0723, 0.0104, -0.0091, -0.0148
O, 0.6832, 5.1526, 11.6203, 0.0006, 0.003, -0.0064
O, 3.5882, 18.4931, 17.8062, -0.0001, 0.0004, -0.005
O, 2.077, -1.0654, 18.5091, -0.0044, -0.0021, -0.0015
O, 6.7038, 11.9061, 10.1229, -0.0015, 0.008, 0.0064
O, -1.3086, 12.4563, 13.1468, 0.0002, -0.0009, -0.0086
O, 8.2424, 6.5001, 17.9204, -0.0015, -0.0011, 0.0001
O, 4.7155, 12.5353, 17.8423, -0.0049, -0.0002, 0.0029
O, 1.4216, 12.1362, 19.7139, 0.0038, -0.0026, 0.0014
O, 7.224, 9.4305, 16.7733, 0.0001, -0.0006, -0.0023
O, 1.1033, 2.3257, 12.0856, -0.003, -0.011, 0.0023
O, -3.6102, 2.6118, 21.3457, -0.0156, 0.0026, 0.0083
O, 9.3055, 4.1427, 17.4759, 0.0013, 0.0014, -0.0008
O, 9.089, 5.1213, 12.1331, 0.0002, -0.0035, 0.0011
O, 0.739, 6.2523, 14.0004, -0.0012, -0.0003, -0.0004
O, 3.4397, 7.8643, 20.4862, 0.0035, 0.0007, -0.001
O, 11.5554, 2.9281, 18.2461, -0.0056, 0.0022, -0.004
O, 12.2075, 7.9306, 11.9772, 0.0002, -0.0052, -0.0052
O, 11.1555, 3.891, 13.8211, -0.0013, 0.0015, -0.0032
O, 6.6099, 4.0947, 12.3485, 0.0011, 0.0003, -0.0051
O, 4.9982, 6.0281, 19.4711, 0.001, 0.0029, 0.0042
O, 12.8026, -2.9996, 16.8802, 0.0011, 0.0018, -0.0002
O, 6.5317, 10.9726, 18.8831, 0.0029, -0.0036, 0.0039
O, 7.2108, 5.9528, 10.4732, -0.0048, -0.0092, 0.0008
O, 6.4294, 14.5076, 9.8488, 0.0044, 0.0139, 0.0025
O, 4.0269, 3.3781, 16.1593, -0.0011, -0.0001, 0.0002
O, 8.6377, 9.821, 10.1257, 0.0065, 0.0012, -0.0003
O, 2.8283, 6.612, 12.24, -0.0044, -0.0029, -0.0056
O, 2.6304, 3.1977, 18.431, 0.0051, -0.0017, -0.0036
O, 2.3174, 12.3221, 16.6013, -0.0001, -0.001, -0.002
O, 0.8246, 12.142, 14.3964, 0.0002, -0.0066, -0.0012
O, 6.1006, 18.2517, 15.7553, 0.0003, -0.0005, 0.0004
O, 4.9751, 9.7648, 15.6417, 0.0011, 0.0001, 0.0014
O, 11.1604, 9.1029, 18.6489, 0.0026, -0.0002, -0.0004
O, 3.2106, 7.925, 15.1001, 0.0009, 0.0044, 0.0001
O, 5.3996, -3.5486, 12.232, 0.0015, -0.0003, -0.003
O, 1.239, 3.6791, 20.5725, 0.0014, 0.0013, -0.009
O, 6.8059, 9.0675, 13.8811, 0.0026, 0.0002, 0.0026
O, 4.3143, 9.5344, 13.0966, -0.0032, 0.0035, 0.0013
O, 4.6701, 5.3144, 10.8695, 0.0022, 0.0013, -0.0097
O, -1.633, 7.0689, 19.8793, -0.0014, -0.0039, 0.0027
O, 9.4129, 15.8259, 9.48, -0.0076, 0.0052, -0.0005
O, 6.8411, 4.8163, 16.419, 0.0006, 0.0023, -0.0006
O, 4.81, 16.2124, 14.6725, 0.0015, 0.0006, -0.0032
O, 4.2305, 2.0891, 9.6293, -0.0003, 0.0045, -0.0062
O, 2.2519, 3.7499, 10.1982, -0.0059, 0.0023, 0.0019
O, 8.1385, 8.831, 19.1658, -0.0017, 0.0013, 0.0049
O, 7.0804, 4.3696, 18.9663, 0.0036, 0.0026, -0.0035
O, 2.0362, 9.5267, 10.2909, -0.0113, 0.0004, 0.0032
O, -3.0486, 3.3187, 14.022, -0.0009, 0.0029, -0.0025
O, 5.9858, 4.4224, 21.3547, -0.0017, -0.003, 0.0019
O, 6.2718, 9.6141, 11.1667, -0.0033, -0.004, 0.0032
O, 13.7886, 4.1379, 14.4161, -0.0006, -0.0002, -0.0046
O, 11.0957, 9.2393, 9.9993, 0.0103, 0.0036, -0.0016
O, 7.4495, 16.725, 14.1089, 0.001, 0.0002, -0.0043
O, 0.0862, 4.6594, 16.2141, -0.0008, 0.0022, 0.0021
O, 10.3053, 2.4055, 15.8309, 0.0015, 0.0008, -0.0007
O, 2.5421, 10.4101, 14.7852, -0.0017, 0.0058, 0.0019
O, 11.1966, 3.121, 10.2354, 0.0098, 0.0013, 0.0081
O, 9.4483, 7.3074, 10.6696, -0.0008, -0.0086, 0.0032

Results
free energy: -144793.944 eV
free energy less fixed offsets of H -15.97, O -568.88, Si -635.61 eV per atom: 2.476 eV

The program warned: the cutoff lies below the one the program advises for these potential files; the forces do not sum to zero within the program's tolerance; the exchange-correlation potential is rough where the density is thin.
